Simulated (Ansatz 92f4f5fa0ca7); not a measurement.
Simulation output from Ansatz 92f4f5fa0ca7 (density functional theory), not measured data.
Periodic cell of 215 atoms, Si132O82P1, from a study of silicon, its oxide and their interface. The atomic structure is a simulated model.
Doubt: the cutoff is far below the 930 eV that the study's wrapper takes by default for these files, so forces and energies are approximate.
This geometry differs little from another in the collection (a relaxation step or a small displacement).

Settings
functional: PBE
potential files: Ansatz PAW
basis: plane waves
wave-function cutoff: 580 eV
density cutoff ratio: 5
exchange-correlation grid ratio: 1
k mesh: 1 x 1 x 1, Gamma-centred
self-consistency stop: 5e-08 eV per atom in the density residual
occupations: fixed
spin: none
net charge: +1 e, with a uniform compensating background and no finite-size correction

Cell vectors (angstrom)
a	10.938	0	0
b	0	10.938	0
c	0	0	31.5432

Atoms and the computed forces on them: element, x, y, z (angstrom), force x, y, z (eV/angstrom)
Si	10.435	0.5736	24.3371	0.0009	0.0018	0.0153
Si	6.0442	10.501	24.1498	0.0046	-0.0019	0.0185
Si	2.129	3.2463	24.0788	0.0007	0.0024	0.0191
Si	8.7027	2.2568	24.3076	-0.0006	-0.0037	0.0177
Si	0.5009	5.0538	24.165	0.0043	-0.0049	0.0206
Si	5.0546	5.8913	24.19	-0.0001	0.0045	0.0187
Si	3.3983	7.6493	24.1613	-0.0003	-0.0025	0.0161
Si	7.8316	8.8268	23.9872	-0.0081	-0.0005	0.02
Si	1.3416	1.4801	25.455	0.0046	-0.0059	-0.0106
Si	6.9227	1.2965	25.5035	-0.0063	0.0041	-0.0129
Si	4.0265	4.0994	25.3219	-0.0006	-0.0016	-0.0069
Si	9.6708	4.0926	25.4255	-0.0007	0.0048	-0.0107
Si	1.5013	6.8127	25.3715	-0.004	0.0026	-0.009
Si	6.8991	6.9455	25.2367	0.0019	-0.0022	-0.0051
Si	4.2346	9.5281	25.3517	-0.0009	0.0016	-0.0054
Si	9.5282	9.6405	25.434	0.003	-0.0059	-0.0128
Si	2.779	0.0075	26.6417	-0.0021	-0.0007	0.0007
Si	8.2281	-0.03	26.9438	-0.0004	-0.0011	0.0388
Si	0.0202	2.7659	26.9192	-0.0005	-0.0002	0.0348
Si	5.4498	2.7343	26.6612	0.0016	0.0005	-0.0008
Si	2.7629	5.4359	26.8361	0.0068	0.0025	0.0248
Si	8.2271	5.5233	26.6264	-0.0032	-0.0012	0.0008
Si	0.0416	8.2105	26.6473	0.0014	0.0011	0
Si	5.5621	8.1913	26.7964	-0.001	-0.0027	0.0188
Si	4.109	1.3704	28.0699	0.0004	-0.0033	-0.004
Si	9.5958	1.3686	28.2409	0.0003	0.0025	-0.0213
Si	1.3965	4.1207	28.2375	-0.0083	0.0012	-0.0166
Si	6.8367	4.1332	28.0183	-0.0008	0.0054	-0.005
Si	4.1631	6.817	28.144	0.0009	-0.0034	-0.021
Si	9.5988	6.8514	28.0497	0.0005	-0.0008	-0.0062
Si	1.3909	9.5905	28.0432	0.0031	0.0016	-0.006
Si	6.8549	9.5323	28.242	0.0085	0.0069	-0.0167
Si	0.0488	-0.0237	29.5301	-0.0039	0.0036	0.0044
Si	5.448	0.0118	29.4839	0.0028	-0.005	0.0075
Si	2.7707	2.7114	29.5283	-0.0011	0.0038	0.0052
Si	8.1718	2.7727	29.4702	0.0052	-0.007	0.0054
Si	-0.0165	5.5047	29.4936	0.0091	-0.0051	0.005
Si	5.5108	5.4428	29.5075	-0.0035	0.0039	0.0021
Si	2.751	8.2142	29.4361	0.0025	-0.0018	0.0076
Si	8.2612	8.1604	29.5347	-0.0062	0.0064	0.0032
Si	1.3924	1.3586	30.9017	0.0054	-0.0058	0.0005
Si	6.8163	1.3798	30.8308	-0.005	0.0037	-0.0022
Si	4.1295	4.087	30.8975	0.0058	-0.004	-0.0003
Si	9.5513	4.1203	30.8373	-0.0057	0.0044	-0.003
Si	1.3767	6.8639	30.8217	-0.0058	0.0045	-0.0019
Si	6.873	6.8001	30.893	0.0036	-0.0056	0.0007
Si	4.0907	9.5757	30.8349	-0.0035	0.0047	-0.0003
Si	9.606	9.5498	30.9072	0.0048	-0.0046	-0.0005
Si	2.7512	-0.0313	0.7098	0.0056	-0.0035	0.0065
Si	8.1713	0.0102	0.6641	-0.0022	0.0026	0.0057
Si	-0.0304	2.7509	0.6658	-0.003	0.0034	0.0032
Si	5.4877	2.698	0.7195	-0.0002	-0.0038	0.0051
Si	2.7086	5.49	0.6663	-0.0006	0.0035	0.0032
Si	8.2224	5.43	0.73	0.0038	-0.0011	0.0038
Si	0.0474	8.1712	0.7208	0.0046	-0.0015	0.0053
Si	5.4668	8.2127	0.6538	-0.0048	0.0053	0.0037
Si	4.1047	1.327	2.0827	-0.006	0.0031	-0.0074
Si	9.5206	1.3843	2.0232	0.0082	-0.0103	0.0019
Si	1.318	4.1372	2.0386	0.0053	-0.0059	0.0007
Si	6.857	4.0461	2.0844	-0.0068	0.0053	-0.008
Si	4.0883	6.8678	2.0248	0.0113	-0.0074	-0.0008
Si	9.6124	6.7944	2.0712	-0.0055	0.0051	-0.0027
Si	1.3891	9.5617	2.0926	-0.0066	0.0057	-0.0108
Si	6.8209	9.5575	2.0601	0.003	-0.0031	-0.0032
Si	-0.0626	-0.0087	3.3387	0.0034	0.006	0.0092
Si	5.4693	-0.0263	3.5093	-0.0042	0.0006	-0.0029
Si	2.6891	2.7324	3.3323	0.0087	-0.0009	0.0194
Si	8.1876	2.6773	3.5097	-0.0004	-0.003	0.0073
Si	-0.0102	5.4601	3.5294	-0.0041	0.0057	0.006
Si	5.4468	5.463	3.3195	-0.0084	0.0022	0.0099
Si	2.7442	8.1921	3.5025	0	0.0036	0.0014
Si	8.2354	8.1839	3.3695	0.001	-0.0091	0.0128
Si	1.2904	1.3637	4.6523	-0.0078	0.0022	-0.0273
Si	6.8397	1.2969	4.9521	0.0019	-0.0002	-0.0023
Si	4.0574	4.1166	4.6466	-0.0083	-0.0051	-0.0324
Si	9.5329	4.0567	4.9123	0.0039	0.0006	-0.002
Si	1.3574	6.8646	4.9317	-0.0008	-0.0039	-0.0028
Si	6.8329	6.8019	4.6573	0.0035	0.0022	-0.0225
P	4.1021	9.5571	4.9025	0.0071	-0.0044	-0.0087
Si	9.571	9.5656	4.7502	-0.0053	-0.0004	-0.0146
Si	2.6149	0.0431	6.096	-0.009	-0.001	0.0049
Si	8.239	-0.1338	6.2806	-0.0045	-0.0069	0.0096
Si	-0.013	2.6353	6.2025	-0.0075	-0.0044	0.0075
Si	5.3805	2.7824	6.0794	0.0086	-0.0044	0.0088
Si	2.7464	5.4104	6.1537	-0.0001	0.0065	0.0124
Si	8.0839	5.4469	6.1781	0.0062	-0.0027	0.0004
Si	-0.017	8.2946	6.2454	0.0082	0.0061	0.0041
Si	5.565	8.139	6.1423	0.005	-0.0038	0.0127
Si	3.4977	1.9331	7.184	0	0.0082	-0.0114
Si	10.0361	0.8264	7.4845	0.0097	-0.0013	-0.0264
Si	1.7672	3.636	7.3644	0.0036	-0.0064	-0.0292
Si	6.2102	4.5428	7.3934	0.0004	0.0086	-0.0259
Si	4.6129	6.314	7.2673	-0.0021	-0.0073	-0.0259
Si	9.145	7.1878	7.3339	-0.0095	0.0092	-0.0163
Si	0.9012	10.1303	7.5357	-0.0127	0.0056	-0.0294
Si	7.4014	8.9096	7.4994	0.0087	-0.001	-0.0352
O	4.5783	6.6348	8.8813	-0.0114	0.0085	0.0324
O	1.3842	3.9611	8.943	-0.004	0.0129	0.0306
O	9.7226	6.5447	8.7427	0.01	-0.0061	0.0335
O	1.3191	10.1081	9.1514	0.018	-0.004	0.0357
O	6.076	4.2305	9.0227	0.0006	-0.0119	0.0317
O	3.6935	1.5848	8.7661	0.0176	-0.0117	0.0367
O	7.1214	8.9685	9.1366	-0.0101	0.0112	0.0383
O	9.6552	1.0749	9.0744	-0.0159	0.0056	0.0333
O	8.2344	2.5427	22.7565	-0.0094	0.0075	-0.0238
O	10.99	5.5562	22.6544	-0.0051	0.0107	-0.0235
O	5.6212	0.0973	22.6505	-0.0092	0.0131	-0.0225
O	5.2924	5.3951	22.6319	0.0086	-0.0079	-0.025
O	2.1503	2.8002	22.4806	0.0044	-0.0127	-0.0252
O	3.3304	7.864	22.5164	-0.0088	0.0061	-0.0202
O	8.3829	8.7437	22.4153	0.0136	-0.0025	-0.0234
O	-0.1619	11.2318	22.7564	0.0099	-0.009	-0.0213
Si	2.1543	2.9701	12.8944	-0.0065	0.0012	0.003
Si	8.6819	1.3092	10.3645	-0.0023	-0.005	-0.0118
Si	1.0641	4.4999	15.3498	0.0036	-0.0028	0.0021
Si	7.5484	5.5788	12.211	-0.0059	-0.001	0.0032
Si	2.4146	8.1828	21.2095	0.0034	-0.0072	0.006
Si	5.4108	7.7834	12.4803	0.0028	-0.0017	-0.0015
Si	9.2647	0.4545	15.5021	0.0037	0.0022	-0.0004
Si	2.9134	-0.0393	16.6631	0.0039	0.0005	0.0058
Si	10.4667	1.1583	12.6087	-0.0005	-0.0005	0.0027
Si	7.764	2.8302	21.2361	0.0028	-0.0074	0.0025
Si	9.1224	8.7829	14.4635	0.0049	-0.0034	0.0048
Si	1.4748	4.7709	10.3643	-0.0047	-0.0006	-0.0127
Si	4.4834	9.4837	19.1367	0.0009	0.0023	0.0004
Si	11.0743	6.0989	21.1178	0.0032	0.0002	0.0041
Si	6.6133	10.4493	14.8477	0.0013	-0.0012	0.0098
Si	5.3876	0.7314	21.1746	0.0044	-0.0073	0.0027
Si	2.3471	9.8061	10.4045	-0.0036	0.0072	-0.0119
Si	0.4305	10.6344	21.3832	-0.0072	0.0055	0.0008
Si	5.852	5.2531	21.1192	-0.0041	0.0028	0.0077
Si	3.6412	7.086	10.1175	0.0048	-0.0049	-0.0129
Si	9.0432	5.6834	14.8502	-0.0039	-0.0019	0.0025
Si	3.6556	4.0837	19.0888	0.0003	-0.0055	0.0036
Si	10.0309	3.6622	19.3255	-0.0025	0.0028	-0.0006
Si	4.2533	8.6699	15.3652	0.0028	-0.0001	0.0009
Si	0.4546	1.9194	17.1616	-0.0023	0.0013	0.002
Si	6.7922	7.5335	19.2468	0.0015	0.0018	-0.0018
Si	5.2585	3.6232	16.7421	-0.0001	-0.0013	0.0028
Si	7.7821	5.0088	17.5318	0.0025	0.0039	0.0006
Si	6.655	9.9233	10.3848	-0.0007	0.0001	-0.0191
Si	4.3771	1.0506	10.1179	-0.0007	0.001	-0.0155
Si	-0.0423	9.0916	11.907	0.006	-0.0041	0.0012
Si	9.103	8.6326	20.9362	-0.0016	0.0044	0.004
Si	4.554	1.6672	14.5824	-0.0054	0.0016	0.0037
Si	2.4465	2.0845	21.0418	-0.0064	0.0025	0.0069
Si	6.3362	3.3423	10.3731	-0.0005	0.0027	-0.0113
Si	3.4333	5.9163	16.7317	-0.0005	-0.0011	0.0034
Si	9.8769	6.541	10.3622	0.0057	-0.0057	-0.0121
O	0.1222	2.629	18.5901	0.0031	-0.0038	0.0007
O	2.9227	9.6347	15.5843	-0.0008	-0.0001	-0.0052
O	10.8612	4.8036	20.1539	-0.0038	-0.0096	-0.0023
O	7.5765	2.4023	9.9164	0.0009	-0.0003	0.0011
O	10.9295	5.3487	10.7912	-0.0016	0.0012	-0.0051
O	6.5917	6.7303	12.8661	-0.0001	0.0019	-0.0077
O	10.3257	8.0663	10.769	0.0051	0.0132	0.0022
O	7.6596	9.4553	13.9959	-0.0017	0.001	-0.0062
O	8.4144	6.2152	10.9854	-0.0101	-0.005	0.0009
O	5.3558	10.4794	20.0801	-0.0047	-0.008	-0.0004
O	2.1693	3.7361	11.4305	0.0054	-0.0122	0.009
O	7.975	8.5451	19.7582	-0.0075	-0.0029	-0.0019
O	6.205	6.7322	20.5483	0.0026	0.0049	0.0013
O	5.5093	2.7168	15.4083	0.0003	0.0017	-0.0025
O	1.3044	0.9279	20.7018	0.0019	0.001	0.0052
O	6.0459	9.0455	11.6202	-0.0084	-0.0113	0.0043
O	4.6235	4.9912	16.1128	-0.002	0.0011	-0.0016
O	6.595	3.8986	17.6395	-0.0022	-0.002	0.0007
O	10.5247	10.6713	11.8037	-0.0012	0.0066	-0.0034
O	5.5796	0.4984	13.9876	0.0002	0.0008	-0.0058
O	8.0191	5.0864	15.9361	0.0003	-0.0012	-0.0022
O	9.7315	9.8152	15.5808	-0.0004	0.0005	-0.0014
O	-0.3958	5.1539	15.1323	0.0015	0.0003	-0.0034
O	1.5745	6.8313	20.8134	-0.0009	0.0001	0.0061
O	1.5013	0.6387	17.183	0.0002	0	-0.0002
O	6.5982	1.7661	20.8138	0	0.0028	0.0076
O	1.0137	1.7906	12.824	-0.0009	-0.0007	-0.0065
O	3.2407	5.497	18.3242	0.0001	0.0035	-0.0009
O	9.5254	2.0136	11.5795	0.0103	0.0007	0.003
O	1.0162	3.0991	16.183	-0.0001	0.0008	-0.0017
O	8.5846	5.1362	13.3828	0.0057	0.0006	0.0036
O	10.2633	8.5764	13.3054	-0.0088	0.0005	0.0053
O	1.4435	9.3991	21.6843	-0.0005	0.0002	0.0048
O	10.0763	9.9388	20.6117	-0.002	-0.0029	0.0048
O	3.1778	0.2133	10.8878	-0.0013	-0.0014	-0.0061
O	5.0709	2.3702	10.8146	0.0002	-0.0014	-0.0074
O	1.7303	4.1536	13.9124	-0.0043	0.004	0.0037
O	7.9192	10.8625	10.8388	0.0015	0.0048	-0.0061
O	9.1319	4.4692	18.2388	-0.0041	0.0024	-0.0008
O	5.6345	9.4976	15.7696	0.0005	0.0001	-0.0015
O	5.5275	-0.031	9.7471	-0.0048	0.0053	0.0025
O	3.5937	2.3093	13.3919	0.0048	-0.0023	-0.002
O	1.9824	5.6455	16.0451	-0.0005	-0.001	-0.005
O	9.7103	1.0449	14.0389	-0.0042	-0.003	0.0054
O	4.394	6.9333	11.5344	0.0105	0.003	0.0073
O	4.7525	4.486	20.2144	-0.0083	-0.0033	-0.0017
O	9.9537	1.3426	16.6505	-0.0003	-0.0007	0.0012
O	6.6782	4.3138	11.6384	0.005	0.0095	0.0002
O	5.5827	8.4061	18.5773	-0.001	0.0004	0.0029
O	9.0773	2.7337	20.2768	0.0071	0.0038	-0.0012
O	3.6007	1.1337	15.7818	-0.0013	-0.0023	-0.0016
O	4.2127	3.0769	17.9007	0.0035	0.001	-0.0031
O	9.9198	7.2217	20.8953	0.0002	-0.0005	0.0063
O	3.348	8.6625	9.8239	-0.0028	0.0012	-0.0004
O	3.934	7.4262	16.3743	-0.0013	-0.0023	-0.002
O	7.6308	0.4821	15.6988	-0.0005	-0.0002	-0.0024
O	8.9172	7.2966	15.0438	-0.0012	0.0011	-0.0023
O	3.9312	1.4406	21.1516	0.0035	0.0004	0.0072
O	1.588	9.1359	11.6992	-0.0104	-0.0026	0.0005
O	2.3331	6.1372	10.1416	0.0027	0.0008	-0.0046
O	7.3456	6.4572	18.1487	0.0013	-0.0056	-0.001
O	7.2169	4.3629	21.1245	-0.0005	-0.0006	0.0066
O	4.5415	8.2397	13.7948	-0.0057	0.0044	0.0058
O	3.3321	8.6606	19.9597	0.0089	0.005	-0.0038
O	2.4907	3.2403	19.874	0.0044	0.0095	-0.0034
O	3.7436	10.3676	17.9739	-0.0049	0.0018	-0.0049

Results
free energy: -131310.650 eV
free energy less fixed offsets of O -568.88, P -755.39, Si -635.61 eV per atom: -6.580 eV

The program warned: the cutoff lies below the one the program advises for these potential files; the exchange-correlation potential is rough where the density is thin.
